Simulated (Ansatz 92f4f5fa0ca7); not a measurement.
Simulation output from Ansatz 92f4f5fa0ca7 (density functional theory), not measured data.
Periodic cell of 226 atoms, Si132O92As2, from a study of silicon, its oxide and their interface. The atomic structure is a simulated model.
Doubt: the cutoff is far below the 930 eV that the study's wrapper takes by default for these files, so forces and energies are approximate.
This geometry differs little from another in the collection (a relaxation step or a small displacement).

Settings
functional: PBE
potential files: Ansatz PAW
basis: plane waves
wave-function cutoff: 580 eV
density cutoff ratio: 5
exchange-correlation grid ratio: 1
k mesh: 1 x 1 x 1, Gamma-centred
self-consistency stop: 5e-08 eV per atom in the density residual
occupations: fixed
spin: none
net charge: 0

Cell vectors (angstrom)
a	10.938	0	0
b	0	10.938	0
c	0	0	31.9494

Atoms: element, x, y, z (angstrom)
Si	10.6311	0.0058	24.4244
Si	5.0805	0.1302	24.6655
Si	2.8262	2.2988	24.5363
Si	8.5718	2.4397	24.5678
Si	10.7111	5.5923	24.3377
Si	5.163	5.6177	24.4555
Si	2.992	7.956	24.4101
Si	8.4204	7.836	24.4206
Si	1.2978	1.1354	25.8445
Si	6.8196	1.3302	25.7463
Si	3.9915	4.0144	25.7389
Si	9.6901	4.0282	25.8529
Si	1.3445	6.7931	25.6723
Si	6.8101	6.7244	25.756
Si	4.0055	9.4719	25.957
Si	9.4879	9.4445	25.8071
Si	2.6433	-0.1277	27.2947
Si	8.145	-0.0638	27.1529
Si	0.0832	2.6628	27.2115
Si	5.4611	2.7268	27.1195
Si	2.6732	5.4187	27.1161
Si	8.1989	5.3743	27.141
Si	0.0191	8.1532	27.1331
Si	5.5176	8.1471	27.1821
Si	4.0935	1.3348	28.5021
Si	9.5491	1.3272	28.5057
Si	1.3947	4.0696	28.5713
Si	6.8181	4.0638	28.5328
Si	4.09	6.7805	28.4895
Si	9.5641	6.7886	28.4851
Si	1.2978	9.4803	28.6277
Si	6.8318	9.5354	28.5698
Si	-0.0235	-0.0073	29.9148
Si	5.4647	-0.0059	29.8984
Si	2.7679	2.7123	29.9069
Si	8.203	2.7154	29.8897
Si	-0.0022	5.4542	29.8934
Si	5.4666	5.4546	29.8908
Si	2.755	8.1602	29.9078
Si	8.2292	8.1739	29.8904
Si	1.3673	1.3673	31.2657
Si	6.8362	1.3673	31.2657
Si	4.1018	4.1018	31.2657
Si	9.5708	4.1018	31.2657
Si	1.3673	6.8362	31.2657
Si	6.8362	6.8362	31.2657
Si	4.1018	9.5708	31.2657
Si	9.5708	9.5708	31.2657
Si	2.7345	0	0.6835
Si	8.2035	0	0.6835
Si	0	2.7345	0.6835
Si	5.469	2.7345	0.6835
Si	2.7345	5.469	0.6835
Si	8.2035	5.469	0.6835
Si	0	8.2035	0.6835
Si	5.469	8.2035	0.6835
Si	4.1067	1.364	2.0651
Si	9.5937	1.3512	2.049
Si	1.3786	4.0982	2.0237
Si	6.8373	4.1278	2.0452
Si	4.1122	6.8267	2.0224
Si	9.5805	6.8399	2.0595
Si	1.3599	9.5951	2.0626
Si	6.8274	9.6158	2.0536
Si	0.0391	0.0407	3.4814
Si	5.4837	0.0394	3.4667
Si	2.7267	2.7509	3.3978
Si	8.2524	2.7783	3.3399
Si	0.0195	5.4199	3.3709
Si	5.4802	5.5113	3.4189
Si	2.8101	8.2434	3.3207
Si	8.2416	8.2808	3.3813
Si	1.365	1.4693	4.8607
Si	6.9046	1.4929	4.7458
Si	4.0787	4.128	4.7437
Si	9.594	4.0953	4.778
As	1.401	6.906	4.7511
Si	6.8248	7.0013	4.7212
Si	4.0764	9.5702	4.7988
Si	9.5367	9.6708	4.8377
Si	2.7309	0.0274	6.141
Si	8.2834	0.1658	6.1348
Si	-0.0026	2.8393	6.2949
Si	5.514	2.8425	6.0702
Si	2.8045	5.5421	6.0879
Si	8.2527	5.6242	5.9347
As	-0.1294	8.5344	6.5528
Si	5.5023	8.3286	6.2059
Si	4.4087	1.1928	7.3203
Si	9.8045	1.2327	7.6353
Si	1.1751	4.5452	7.4619
Si	6.625	4.5702	7.2321
Si	4.3082	6.7399	7.4939
Si	9.6695	6.637	7.5305
Si	1.2489	10.0877	7.8043
Si	6.7023	9.9822	7.4109
O	9.5893	1.2435	23.9857
O	4.1127	6.8087	23.9486
O	4.0164	1.2459	24.0333
O	9.5418	6.7083	23.8991
O	0.0104	5.6529	7.9492
O	5.5392	0.1255	7.9226
O	0.1502	0.323	8.2663
O	5.5159	5.6495	7.8498
O	7.5776	4.0351	8.4499
O	8.6801	6.9975	8.8145
O	2.1539	9.5079	9.084
O	8.85	1.7354	8.9167
O	7.5762	9.4397	8.7073
O	3.5851	1.8452	8.5854
O	3.542	7.2676	8.8868
O	2.0551	4.0468	8.7811
O	8.1424	3.4905	23.3609
O	0.45	4.9372	22.9523
O	1.9057	2.7508	23.2482
O	5.8346	4.9114	23.1207
O	5.5284	9.9996	23.4995
O	2.4478	8.6914	23.0243
O	0.1949	10.0727	23.0894
O	7.7869	8.5771	23.0771
Si	8.6587	7.7016	18.4411
Si	8.7819	6.3638	13.6409
Si	3.7857	1.5498	14.7306
Si	2.1346	5.7506	17.635
Si	2.4153	3.1447	19.4948
Si	9.8114	9.0307	12.068
Si	1.3343	9.423	22.0822
Si	9.1701	0.9646	13.192
Si	1.4086	5.0615	13.0383
Si	1.7867	8.2533	12.8119
Si	6.6541	9.5575	22.427
Si	4.5231	4.6041	15.7173
Si	8.1838	3.0751	9.5889
Si	0.8402	8.2495	19.267
Si	6.9536	1.3519	21.0921
Si	8.1958	8.3021	9.6907
Si	10.8826	5.212	15.6173
Si	7.5676	9.5045	16.3182
Si	9.9344	2.0579	20.3016
Si	3.2014	8.5198	9.9149
Si	6.6947	3.3484	17.413
Si	1.1687	0.2104	19.8067
Si	3.2185	2.8329	12.2927
Si	7.2191	5.3967	19.6871
Si	5.7287	8.6776	11.5649
Si	5.7752	6.0885	13.2141
Si	4.6322	9.7079	17.6239
Si	1.0235	3.6015	22.1786
Si	4.8971	1.4849	18.804
Si	3.176	3.113	9.5039
Si	6.4451	10.8315	13.7956
Si	10.348	0.1219	15.9683
Si	5.6387	3.6866	11.1527
Si	9.8317	3.9052	11.913
Si	2.3397	9.9271	15.5409
Si	6.076	8.1253	19.8006
Si	6.9381	3.9743	22.3776
Si	9.7538	2.7799	17.3697
O	7.1904	6.3951	13.9785
O	1.8814	7.0601	18.6848
O	10.2824	4.0466	16.5378
O	6.1655	9.963	17.0557
O	10.1459	0.7041	14.4628
O	8.4458	6.1196	18.858
O	5.168	0.7033	14.4355
O	5.7171	2.0557	17.5241
O	8.3492	1.9452	20.551
O	1.9883	4.3004	18.407
O	6.9446	2.8375	10.6427
O	4.8532	2.7257	12.2093
O	6.0271	4.3928	16.3504
O	4.5433	3.949	9.9323
O	10.6932	2.7736	21.5588
O	9.7177	6.1709	14.9787
O	6.0088	6.4892	19.8415
O	4.0807	0.1722	18.2822
O	9.2509	10.5508	12.2709
O	2.843	4.3734	12.7155
O	1.9165	10.704	21.2122
O	3.9936	2.7239	19.3852
O	0.7269	10.0449	15.9605
O	1.2774	9.8053	18.8379
O	1.7128	1.6654	19.2757
O	8.9385	10.3965	16.4972
O	4.8727	8.5835	18.7904
O	9.5565	8.7554	10.4756
O	6.7472	4.0884	18.86
O	2.8347	1.7306	13.4001
O	5.8298	8.7753	21.2644
O	2.5203	2.4845	10.8656
O	7.6193	4.8533	21.1745
O	5.1885	7.4962	12.5827
O	0.4327	9.0739	12.4749
O	7.5795	1.0634	13.5746
O	7.1042	9.6434	14.7465
O	8.9661	5.0227	12.7228
O	8.093	8.0424	16.9119
O	6.2163	2.5765	21.9006
O	2.4498	9.0724	14.1027
O	0.414	4.498	11.8725
O	0.8134	8.3204	20.9382
O	9.3741	3.868	10.3563
O	9.6526	2.3832	12.52
O	7.6207	8.5661	19.3926
O	2.5456	8.139	11.3629
O	3.9681	3.0654	15.3795
O	0.8222	4.4897	14.4475
O	10.0552	2.9968	18.9606
O	9.1542	7.7992	12.9388
O	10.5156	0.5366	20.082
O	6.01	5.0679	11.9386
O	8.1533	2.7445	17.0189
O	3.5344	5.4832	16.7389
O	4.6545	9.1258	10.3941
O	1.5116	6.682	13.1966
O	4.7556	5.4976	14.3561
O	2.0489	3.8558	20.9246
O	10.5502	1.4168	16.9439
O	0.947	6.0764	16.5592
O	7.3423	10.9524	21.9331
O	5.9316	0.9131	19.9189
O	6.0478	10.0437	12.4123
O	2.8399	0.5506	15.5944
O	7.0388	8.0164	10.8149
O	10.2439	8.0198	18.6912
O	3.4453	9.2041	16.5724

Results
free energy: -145948.888 eV
free energy less fixed offsets of As -4856.12, O -568.88, Si -635.61 eV per atom: 0.832 eV

Forces (eV/angstrom), in the order of the atoms: element, x, y, z
Si	-0.0031	-0.0025	-0.0056
Si	-0.0043	0.0044	-0.003
Si	0.0021	0.0006	-0.0029
Si	0.0059	-0.0005	-0.0075
Si	-0.0039	0.0006	-0.0076
Si	-0.0051	0.0005	-0.0055
Si	0.0014	-0.0022	-0.0066
Si	0.0056	0.001	0.0026
Si	0.006	0.0062	0.0092
Si	0.0012	0.0016	-0.0055
Si	0.0061	0.0003	-0.0065
Si	0.0067	0.0037	0.0043
Si	-0.0013	0.0074	-0.0063
Si	0.002	0.0077	0.0004
Si	0.0032	0.0063	0.0067
Si	0.0033	0.002	-0.005
Si	-0.0109	-0.0111	-0.006
Si	-0.0035	-0.0054	-0.0077
Si	-0.0034	-0.0027	0.0004
Si	-0.0085	-0.007	-0.0167
Si	-0.0045	-0.005	-0.0113
Si	-0.0094	-0.0074	-0.0072
Si	0.0014	-0.0073	-0.0162
Si	-0.0053	-0.0017	0.0011
Si	-0.0093	-0.0196	0.0103
Si	0.0045	0.0054	0.0087
Si	-0.0293	-0.006	-0.0182
Si	-0.003	-0.0043	-0.0024
Si	0.0042	0.0153	0.0118
Si	-0.003	-0.0051	0.0181
Si	0.0113	0.0041	-0.0483
Si	-0.0093	-0.0098	-0.0143
Si	-0.0008	0.0152	-0.0061
Si	0.0069	0.0044	0.0027
Si	0	-0.0125	0.0045
Si	0.0096	-0.0003	0.0028
Si	0.0151	0.0108	-0.0076
Si	-0.0014	-0.0011	-0.0007
Si	0.0172	-0.016	-0.002
Si	0.0079	-0.0046	-0.0057
Si	0.0292	-0.0425	-0.0955
Si	0.0517	-0.0208	-0.0123
Si	0.0988	-0.0668	0.0783
Si	-0.0776	-0.1016	-0.0297
Si	0.0408	-0.1813	0.0414
Si	0.1206	0.0108	-0.1428
Si	-0.0525	-0.057	0.013
Si	-0.1582	-0.1493	0.1379
Si	-0.0003	-0.0021	0.0636
Si	-0.0302	0.0554	-0.0349
Si	0.0636	-0.0793	-0.0898
Si	-0.0102	0.0976	0.1336
Si	-0.043	-0.0497	-0.1765
Si	-0.0029	0.1069	-0.0179
Si	0.0252	0.1472	0.1049
Si	0.1751	0.1087	0.0166
Si	0.0112	0.011	-0.0203
Si	0.0097	0.0069	-0.0242
Si	-0.1033	-0.035	-0.0535
Si	-0.0231	-0.0037	-0.0372
Si	0.0383	0.097	-0.0665
Si	0.0249	-0.0836	-0.022
Si	0.0464	-0.0127	-0.0275
Si	-0.0351	0.0025	-0.0191
Si	-0.0484	-0.0318	0.0141
Si	-0.0215	-0.0061	0.0322
Si	-0.0049	0.0251	0.0638
Si	0.0032	0.0259	0.084
Si	0.0925	0.0372	0.0363
Si	-0.0158	-0.0009	0.051
Si	-0.0187	-0.077	0.0381
Si	0.0351	0.0256	0.0703
Si	0.0177	-0.0014	-0.0452
Si	0.0056	-0.0035	0.0013
Si	0.0601	-0.047	-0.0182
Si	-0.0233	-0.0123	-0.0793
As	-0.0052	-0.0101	-0.1155
Si	0.0123	0.005	-0.0442
Si	0.0215	0.0304	-0.0416
Si	0.1126	-0.1047	0.068
Si	0.0212	-0.0158	0.0506
Si	0.0285	0.0308	0.0302
Si	-0.0173	0.0399	0.0011
Si	-0.0028	0.024	-0.0257
Si	-0.0365	0.0088	-0.0202
Si	0.0141	-0.0065	0.0318
As	-0.3472	0.0977	0.2493
Si	-0.07	-0.0001	-0.0098
Si	-0.0215	-0.007	0.0398
Si	0.0492	-0.033	0.1283
Si	0.0456	-0.0037	0.0053
Si	0.0242	0.0268	0.0296
Si	0.0245	0.0314	0.0027
Si	0.0819	0.0424	-0.0344
Si	0.0086	0.1263	0.0422
Si	0.0433	-0.0438	0.0879
O	-0.003	0.002	-0.0031
O	0.0012	-0.0022	-0.0057
O	0.0012	-0.0001	-0.0022
O	0.0044	-0.0027	-0.0045
O	-0.0844	0.0192	0.0925
O	0.0086	0.0059	-0.0338
O	-0.0316	-0.0548	-0.1185
O	0.0345	-0.0301	0.0009
O	0.0048	-0.0112	-0.0046
O	0.0552	-0.0218	-0.0639
O	-0.0711	-0.0091	-0.0167
O	-0.0059	0.0053	-0.0513
O	-0.065	0.0059	-0.0142
O	0.0084	-0.001	-0.0196
O	-0.0109	0.0207	0.0355
O	-0.0057	0.0175	0.002
O	0.0048	-0.0032	0.0035
O	-0.0041	0.0017	0.0011
O	0.0047	-0.0096	0.0063
O	-0.003	0.0035	0.0009
O	-0.0175	0.0038	0.019
O	0.0029	-0.0009	0.002
O	0	0.0008	0.0035
O	0.0012	-0.0042	-0.001
Si	0.0016	0.0002	0.0119
Si	-0.0024	-0.0017	-0.0012
Si	-0.0008	0.0043	0.0039
Si	0.0013	0.0014	0.0101
Si	-0.0005	0.0002	0.006
Si	-0.0329	0.0078	0.0223
Si	-0.0023	-0.0024	-0.0009
Si	-0.0005	0.0015	-0.0138
Si	-0.0023	-0.0036	-0.004
Si	-0.0084	-0.0032	0.0097
Si	0.0014	-0.006	-0.001
Si	-0.003	0.0001	0.0068
Si	0.0023	0.0066	-0.0207
Si	0.0005	-0.0036	0.0105
Si	-0.0025	0.0002	0.0059
Si	0.0075	0.1005	-0.023
Si	0.0017	0.001	0.0079
Si	0.0005	0.0042	0.0096
Si	-0.0012	-0.0038	0.0071
Si	0.0349	-0.0215	-0.024
Si	-0.0031	-0.0018	0.0092
Si	-0.0028	-0.0045	0.0092
Si	0.0013	-0.0023	-0.0223
Si	-0.0005	-0.0005	0.0079
Si	0.0068	0.0058	-0.0035
Si	-0.0014	0.0015	-0.0046
Si	-0.0016	0.0025	0.01
Si	-0.0025	-0.0011	0.001
Si	-0.0005	-0.0003	0.0099
Si	-0.0125	0.0048	-0.0354
Si	-0.0008	0.0004	-0.0029
Si	0.0015	0.0025	0.0083
Si	-0.0038	0.0045	-0.0145
Si	0.001	-0.0037	-0.0047
Si	0.0001	0.0036	0.0082
Si	-0.0012	-0.0017	0.006
Si	-0.0024	-0.0025	0.0041
Si	-0.0007	0.0001	0.0094
O	0	0.0026	-0.0034
O	-0.0014	-0.0002	-0.0065
O	-0.0048	-0.0023	-0.002
O	-0.0007	-0.0003	-0.0085
O	0.0014	0.002	-0.0016
O	-0.0022	-0.0007	-0.0082
O	0	0.0009	-0.0023
O	-0.0012	0	-0.0054
O	-0.0023	-0.0019	-0.0062
O	-0.0009	-0.0056	-0.0054
O	-0.0023	0.008	0.0097
O	-0.0021	0.0027	0.0043
O	0.0012	0	-0.0069
O	0.0028	0.0044	0.009
O	0.0018	0.0007	-0.0015
O	-0.0017	0.0032	-0.003
O	-0.0011	0.0002	-0.0074
O	-0.0001	0.0004	-0.006
O	0.0028	-0.0009	0.0046
O	-0.0018	0.004	0.0046
O	-0.0004	-0.0007	-0.0016
O	-0.0015	-0.0007	-0.0061
O	0.0001	-0.0005	-0.0057
O	-0.001	0.0009	-0.0046
O	-0.0011	-0.0013	-0.006
O	-0.001	-0.0001	-0.0075
O	0.001	-0.0011	-0.0058
O	-0.0077	-0.0086	0.0427
O	0.0005	0.0015	-0.0053
O	-0.0029	-0.0031	0.0038
O	0.0005	0.0008	-0.0005
O	0.0049	0.004	0.0065
O	-0.0012	-0.0025	-0.002
O	-0.0031	0.0051	0.0035
O	0.0101	-0.0012	-0.0035
O	-0.0032	0.0024	-0.0006
O	0.0018	0.0003	-0.0022
O	-0.0018	0.0056	0.0051
O	0.0001	0.0005	-0.0065
O	0.001	0.0001	-0.006
O	0.0007	0.003	-0.0059
O	-0.0016	0.0047	0.0005
O	-0.0003	0.0029	-0.0029
O	-0.0128	0.0023	0.0012
O	-0.0027	0.0035	-0.0026
O	-0.0035	-0.0001	-0.0058
O	-0.0002	0.0102	-0.0073
O	-0.0012	0.0015	-0.0059
O	-0.0045	0.0042	-0.0012
O	-0.0005	-0.0002	-0.0046
O	-0.0007	-0.0006	0.0084
O	-0.0008	0.0016	-0.0068
O	-0.0015	0.0056	0.0056
O	-0.0004	-0.0006	-0.0069
O	-0.002	0.0033	-0.005
O	-0.0181	0.0021	0.0035
O	0.0022	0.0104	-0.0033
O	0.0005	0.0014	-0.0031
O	-0.0015	0.001	-0.0039
O	0.0001	0.0022	-0.0071
O	-0.0016	0.0002	-0.0063
O	0.0002	-0.0025	-0.003
O	0.001	-0.0004	-0.0057
O	-0.001	0.0042	0.0043
O	-0.0018	-0.0001	-0.0087
O	-0.0013	-0.0085	0.0013
O	-0.0014	-0.0004	-0.0075
O	-0.0017	-0.0016	-0.0071

The program warned: the cutoff lies below the one the program advises for these potential files; the forces do not sum to zero within the program's tolerance; the exchange-correlation potential is rough where the density is thin.
